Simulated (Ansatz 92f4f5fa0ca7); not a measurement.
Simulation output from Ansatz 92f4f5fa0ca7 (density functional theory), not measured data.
Periodic cell of 322 atoms, Si176O146, from a study of silicon, its oxide and their interface. The atomic structure is a simulated model.

Settings
functional: PBE
potential files: Ansatz PAW
basis: plane waves
wave-function cutoff: 700 eV
density cutoff ratio: 5
exchange-correlation grid ratio: 2
k mesh: 1 x 1 x 1, Gamma-centred
self-consistency stop: 5e-08 eV per atom in the density residual
occupations: Fermi-Dirac, 0.05 eV
spin: none
net charge: 0

Cell vectors (angstrom)
a	15.4691	0	0.0068
b	0	15.4691	0.0194
c	-0.5463	-0.9365	22.2318

Atoms and the computed forces on them: element, x, y, z (angstrom), force x, y, z (eV/angstrom)
Si	-2.3305	-1.6575	14.9141	-0.0917	-0.1389	0.3212
Si	-2.9866	3.4592	14.4588	-0.1971	0.0436	0.2403
Si	-2.6897	6.611	14.6765	0.0256	0.0339	0.3237
Si	-2.5715	-4.0791	14.9562	0.1561	0.0786	0.3589
Si	1.3121	-1.3093	14.6853	-0.0036	0.0597	0.39
Si	1.5573	3.1422	14.8246	-0.0017	-0.0468	0.369
Si	1.8763	6.2674	14.3386	0.112	-0.0803	0.2123
Si	1.4393	10.9915	14.8369	-0.0462	0.0168	0.4515
Si	5.1048	-0.4048	14.6557	0.0097	0.0237	0.2831
Si	5.1079	2.0797	14.6521	0.0471	-0.0751	0.3612
Si	5.2791	7.0569	14.9596	-0.0007	0.0254	0.3381
Si	5.3011	10.1885	14.9382	0.0336	-0.0068	0.4427
Si	8.761	-0.499	14.3904	-0.2688	0.0714	0.2297
Si	9.0247	2.6472	14.6822	-0.0835	0.0347	0.3867
Si	9.125	7.1799	15.0009	-0.0435	-0.0706	0.3736
Si	7.271	10.6398	16.1161	-0.0461	-0.0131	-0.0027
Si	-0.4947	-1.0185	16.1638	-0.0427	-0.0061	-0.0059
Si	-0.3663	2.9465	16.1582	0.253	-0.0281	0.2369
Si	-0.6923	6.7984	15.9419	-0.1747	0.0444	0.2113
Si	-0.5813	10.6605	16.0517	-0.0302	0.0069	-0.0698
Si	3.2507	-0.9222	15.991	0.0213	-0.0062	0.047
Si	3.4184	2.8286	16.1431	0.0306	-0.0372	-0.0018
Si	3.3345	6.7115	16.146	0.0244	-0.0069	0.0206
Si	3.3462	10.6285	16.1827	0.0194	-0.0123	0.0222
Si	7.0384	-0.8673	15.9286	-0.051	0.0271	-0.0231
Si	7.0368	2.8795	15.8879	-0.052	-0.0018	0.02
Si	7.2001	6.8193	16.2383	0.0183	0.0169	0.0504
Si	9.2943	10.3134	14.9006	0.0109	0.0261	0.3904
Si	-4.2307	-1.0407	16.1434	0.2552	0.0855	0.2509
Si	10.8853	2.9739	16.0859	-0.0221	-0.0522	0.0332
Si	11.0526	6.8955	16.2567	0.0523	-0.0206	0.0517
Si	11.1211	10.701	16.3626	0.0279	0.0092	0.0223
Si	-0.0106	1.9089	-4.7745	0.034	0.0114	-0.0006
Si	0.0426	5.845	-4.7673	-0.0338	-0.0375	0.0083
Si	-0.0704	9.6241	-4.8237	0.0227	0.0008	-0.0207
Si	0.0099	-2.0054	-4.7071	-0.0564	0.015	-0.0162
Si	3.7866	1.8663	-4.7549	0.0034	0.0009	-0.0164
Si	3.9447	5.7195	-4.7301	-0.0037	0.0029	0.0541
Si	3.7775	9.5986	-4.746	0.0323	0.0245	0.0215
Si	3.9125	-1.9099	-4.8234	-0.0223	-0.0091	-0.0085
Si	7.6947	1.9479	-4.8652	-0.0115	0.0013	0.0062
Si	7.6798	5.7141	-4.8301	0.0284	0.0344	0.0135
Si	7.7642	9.6897	-4.6636	-0.0113	0.006	0.045
Si	7.746	-1.8675	-4.9156	0.0102	-0.029	-0.0112
Si	11.6416	1.9285	-4.8169	-0.0466	-0.0063	-0.0429
Si	11.5637	5.8134	-4.7305	0.0179	0.0106	0.0097
Si	11.6803	9.6965	-4.557	-0.0193	0.0045	0.0135
Si	11.6006	-1.9083	-4.5692	-0.0244	-0.0019	-0.0451
Si	-1.9312	1.9507	-3.362	-0.0247	-0.0108	-0.0218
Si	-1.9213	5.7304	-3.3906	-0.0143	0.0033	-0.0147
Si	-1.8624	9.5995	-3.2511	-0.0476	0.0089	0.0282
Si	-1.8993	-1.9211	-3.2881	0.0423	-0.0641	0.0718
Si	1.885	1.8353	-3.3946	0.04	0.0261	-0.0073
Si	1.98	5.7912	-3.3811	-0.0113	0.0076	-0.0086
Si	1.8595	9.6265	-3.4077	0.0199	-0.0241	-0.0042
Si	1.9754	-2.0348	-3.4374	0.0058	-0.0163	-0.0306
Si	5.779	1.9948	-3.472	-0.0055	0.0576	-0.0308
Si	5.8335	5.735	-3.3277	-0.0586	0.0039	-0.0001
Si	5.7645	9.5959	-3.4182	0.0316	-0.0067	-0.0127
Si	5.8494	-1.8146	-3.5062	-0.0154	-0.0297	0.012
Si	9.6464	1.8807	-3.4885	-0.0074	0.0441	0.0144
Si	9.6031	5.8057	-3.4262	0.0325	0.0264	0.0092
Si	9.6772	9.743	-3.2923	-0.0402	-0.0079	-0.0262
Si	9.5938	-1.9274	-3.3975	0.0234	0.0221	0.0039
Si	-1.9301	0.053	-1.942	0.0202	-0.0111	0.0169
Si	-1.9342	3.8478	-1.8988	0.0259	-0.0417	0.0224
Si	-1.8929	7.5817	-1.9468	-0.0036	0.0575	0.0024
Si	-1.8869	11.5879	-1.9549	0.0075	-0.0096	-0.0335
Si	1.9055	-0.1389	-2.0905	0.0093	0.0321	0.0744
Si	1.9151	3.7942	-2.0991	0.0112	-0.0098	0.0466
Si	1.9781	7.7532	-1.9844	-0.0109	-0.0564	0.0655
Si	1.9533	11.5368	-2.0091	-0.0505	-0.0006	-0.0078
Si	5.7911	0.1376	-2.1108	-0.0433	-0.0241	0.046
Si	5.7995	3.8112	-1.9176	0.0074	0.0043	0.0253
Si	5.8223	7.6638	-1.977	0.0485	0.0566	0.0825
Si	5.8313	11.639	-2.2821	-0.0246	0.0509	0.0584
Si	9.6345	-0.049	-2.0443	-0.0124	0.0201	0.0032
Si	9.6251	3.8323	-2.1509	-0.0025	-0.0421	0.0428
Si	9.64	7.7822	-2.0364	0.0123	-0.0587	0.0517
Si	9.6178	11.6715	-1.9134	0.0489	0.0058	-0.0127
Si	0.0592	-0.061	-0.6258	-0.0102	0.0149	-0.0128
Si	0.0966	3.7951	-0.5811	0.0421	0.0128	-0.0063
Si	0.0647	7.6148	-0.5722	-0.0069	-0.0661	-0.0498
Si	0.0509	11.5662	-0.5845	-0.039	0.0109	0.0672
Si	3.8301	0.0145	-0.7613	0.01	0.0024	-0.0674
Si	3.779	3.7638	-0.6332	-0.024	0.0331	-0.0052
Si	3.9119	7.7358	-0.5414	-0.0078	-0.0117	-0.0392
Si	4.0016	11.5995	-0.8532	0.0343	0.001	-0.0507
Si	7.6805	0.0637	-0.7176	-0.0144	-0.0108	-0.0376
Si	7.8113	3.851	-0.6041	0.0294	0.0403	0.0387
Si	7.7598	7.7653	-0.5893	-0.0331	0.0452	-0.0225
Si	7.5772	-3.8083	-0.7244	-0.0584	-0.0106	0.0041
Si	11.5505	-0.0018	-0.5984	0.0388	0.0163	-0.0294
Si	11.4522	3.825	-0.6714	-0.0084	0.0103	-0.0002
Si	11.5633	7.6619	-0.6602	0.0001	-0.0851	-0.0192
Si	-3.8544	-3.836	-0.6318	0.0276	0.0105	0.0219
Si	0.7008	1.8185	0.645	0.0972	0.0123	-0.3709
Si	0.8465	5.6996	0.6282	0.0386	0.0346	-0.3758
Si	-0.3539	9.5989	0.661	0.0449	-0.0362	-0.413
Si	-0.2603	-1.9836	0.752	0.0963	0.0035	-0.5509
Si	3.1382	1.8208	0.6342	-0.0025	-0.0251	-0.0737
Si	3.279	5.7151	0.6036	-0.1152	0.0291	-0.3556
Si	3.1266	8.683	4.4911	-0.0464	0.0232	-0.0682
Si	4.4169	-1.9371	0.4137	-0.0108	0.0031	-0.0301
Si	8.4738	1.887	0.5764	0.0803	0.0136	-0.3608
Si	8.3893	5.8298	0.6521	0.1521	0.0141	-0.3921
Si	7.1221	9.7387	0.6109	-0.017	-0.0482	-0.0248
Si	6.8343	-1.8382	0.4092	0.0301	0.0454	-0.1039
Si	10.8847	1.9125	0.6476	0.0209	0.0319	-0.1048
Si	10.8252	5.7639	0.566	0.033	0.0137	-0.0782
Si	-3.5538	9.6204	0.61	-0.039	0.0217	-0.4193
Si	-3.4484	-1.9203	0.7343	-0.1952	0.0292	-0.2223
Si	-0.8012	2.0659	3.4377	-0.0244	-0.006	-0.1938
Si	-0.7394	5.0232	3.1261	-0.1076	0.1028	-0.0512
Si	0.1453	9.069	3.594	0.0305	-0.0411	-0.0728
Si	1.562	-2.0024	3.4672	-0.0079	0.0238	-0.1055
Si	4.0794	1.3411	2.7573	-0.0849	0.0347	-0.3395
Si	4.2067	6.204	3.5477	-0.0429	-0.0253	-0.1579
Si	4.6815	9.7873	0.4886	0.1584	-0.1428	-0.3938
Si	3.8011	-1.8041	2.7077	-0.061	-0.0502	-0.3151
Si	7.0258	2.2385	3.2899	0.0914	-0.0638	-0.1879
Si	7.2817	5.4029	3.6201	-0.0174	-0.0575	-0.2043
Si	7.599	10.4043	2.8783	-0.0828	-0.028	-0.4208
Si	7.7548	-1.8944	2.5157	-0.1418	-0.037	-0.2851
Si	11.5165	2.2601	2.9342	-0.0112	-0.0238	-0.2999
Si	-3.5335	5.2237	2.5322	-0.1291	-0.014	-0.3042
Si	10.5244	10.2877	3.3286	-0.0281	0.0792	-0.1526
Si	10.77	-2.0108	2.7167	0.0438	-0.0614	-0.1859
Si	-0.1684	4.6973	10.7565	0.0001	-0.0993	0.0486
Si	-3.603	1.1152	10.2963	-0.0443	-0.0818	0.0103
Si	-2.651	7.8198	7.019	-0.0705	-0.0538	-0.0448
Si	3.5254	2.3201	5.5857	0.0439	0.0736	-0.0364
Si	0.6163	11.213	5.4454	-0.0603	0.0812	-0.0902
Si	9.1698	1.5257	9.6513	0.0575	-0.196	-0.0027
Si	4.7092	10.8377	3.4063	0.1535	-0.0208	-0.271
Si	-3.4816	10.5321	5.9577	-0.0329	-0.0311	-0.036
Si	-2.2974	6.0246	9.3222	-0.0042	0.0517	0.0118
Si	-1.7957	6.7324	4.2515	0.085	-0.1429	-0.1209
Si	5.2004	-1.6646	11.6394	0.0433	0.0292	0.1929
Si	-0.0371	-0.1636	5.4678	0.0454	-0.0359	-0.109
Si	3.6047	-1.4875	9.2014	0.0268	0.0035	0.0101
Si	3.1973	5.0976	6.2706	0.1004	-0.0376	-0.0887
Si	-1.6693	-2.7702	9.5573	-0.0599	-0.0446	0.1055
Si	1.837	2.3531	10.2131	-0.0746	0.0031	0.1209
Si	1.6511	7.0236	11.3978	0.005	-0.0399	0.1122
Si	4.6717	2.9671	11.548	0.0129	-0.0206	0.1169
Si	10.7905	-0.1885	7.8897	-0.1134	0.1086	0.0653
Si	6.3492	-0.8438	7.8911	0.0406	0.054	0.0222
Si	-3.1185	7.6642	11.759	-0.0288	-0.0532	0.1019
Si	7.2876	8.3629	7.7521	0.0204	0.0047	0.044
Si	9.8251	10.2431	8.0645	0.0742	0.0315	-0.0184
Si	-1.7922	2.4737	12.0615	0.0667	0.0249	0.095
Si	-3.4715	10.1826	10.2167	-0.008	0.1152	0.1189
Si	5.7052	3.779	6.9007	-0.121	-0.0176	-0.0385
Si	2.0022	9.793	7.7914	0.0862	-0.0504	-0.0276
Si	1.3228	-3.5631	9.8129	0.0072	0.0065	-0.0024
Si	0.742	1.0107	12.6722	0.0483	0.0637	0.1271
Si	2.6729	6.9959	8.514	0.034	0.0997	-0.0338
Si	4.465	8.71	7.2521	-0.1257	0.0219	-0.0346
Si	10.5965	0.001	4.9143	-0.0804	0.0266	-0.1179
Si	8.7078	4.9711	12.7143	-0.0378	0.0729	0.1992
Si	8.2043	-0.9333	11.343	-0.0015	0.0485	0.0958
Si	8.9906	-2.3763	8.8879	-0.0158	0.1541	0.0154
Si	8.1374	5.5857	6.4459	-0.0458	0.057	-0.053
Si	-3.169	-1.3261	12.0074	0.0902	-0.082	0.1184
Si	10.9894	-3.9286	12.6876	0.1739	-0.0257	0.2072
Si	-1.5964	-2.5389	6.527	0.1064	-0.0785	-0.0076
Si	1.9893	0.7228	7.637	-0.0175	0.0503	-0.0496
Si	5.6877	5.6804	12.2143	0.1267	0.0105	0.1407
Si	2.038	9.9698	11.9951	0.0432	0.0277	0.1131
Si	6.4494	2.0873	9.2933	0.0137	-0.064	-0.0328
Si	7.4619	-0.1785	5.0169	0.0848	-0.0399	-0.1079
Si	5.0926	10.7076	12.0092	-0.0558	0.0225	0.1318
Si	6.7339	8.2559	10.8689	0.0307	-0.0708	0.0665
Si	10.5845	6.223	8.0362	0.0774	0.0704	0.0592
Si	9.539	6.9555	10.8717	0.0174	-0.0649	0.0505
O	-1.5573	2.9607	15.0297	0.073	-0.0466	0.0293
O	0.4603	6.9774	14.7532	-0.0371	0.1011	-0.0386
O	10.0532	-1.2499	15.0151	0.0274	-0.1125	0.0011
O	0.127	1.6066	2.1841	0.0002	-0.1089	0.1428
O	0.5221	5.5834	2.2558	0.1122	0.0547	0.1958
O	0.4642	9.589	2.0848	0.1654	0.0623	0.1067
O	1.5372	8.4661	4.1999	0.0383	-0.123	0.0573
O	0.5875	-2.0396	2.1471	0.1754	0.0001	0.2303
O	5.5501	2.0257	2.662	-0.0378	0.0695	-0.0823
O	3.838	5.4746	2.1452	0.0743	-0.0926	0.1615
O	5.7701	5.9386	3.8812	0.0357	0.0499	0.0893
O	4.1695	10.3257	1.9585	-0.1781	0.0767	0.0378
O	8.0907	1.7361	2.172	-0.0204	-0.0124	0.2022
O	7.8606	5.9642	2.2123	-0.0847	0.0841	0.1913
O	8.966	9.8152	3.5796	0.0128	-0.1916	0.2077
O	9.3019	-1.3769	2.35	0.0969	0.1406	-0.1442
O	-2.3609	1.9208	3.0211	-0.0107	-0.0922	-0.0295
O	-1.9967	4.7981	2.0465	0.0914	-0.0453	-0.065
O	-1.9616	9.6401	1.0417	-0.0058	-0.0146	0.1283
O	-1.8475	-1.9388	1.1776	-0.0993	0.0326	0.1739
O	-2.2467	-1.1441	13.3374	0.1625	0.1459	-0.1774
O	-3.1019	2.7188	13.0022	-0.1493	-0.0747	-0.1321
O	-2.9425	5.068	14.168	-0.0614	-0.0037	-0.1534
O	-2.6449	7.5532	13.3163	0.0574	0.1641	-0.1398
O	11.1145	-2.3316	12.4681	-0.2182	0.1086	-0.0527
O	-3.1125	10.9939	13.4455	0.0423	-0.1467	-0.2367
O	1.6054	9.9821	13.56	-0.044	-0.1392	-0.1096
O	1.3987	-2.9101	14.2765	0.019	0.0343	-0.1658
O	1.103	-0.4547	13.2884	-0.0171	-0.0354	-0.2293
O	1.5521	2.1193	13.5459	0.1209	-0.0681	-0.089
O	-2.3444	-4.2544	9.6376	0.0687	-0.1017	-0.0653
O	2.3656	6.7624	12.8505	0.1382	0.0691	-0.1489
O	1.4495	-4.1408	11.3219	-0.0964	0.1128	0.0746
O	4.9967	-1.1722	13.1814	-0.0638	-0.1067	-0.1559
O	4.7519	2.571	13.1202	-0.0181	0.0084	-0.0926
O	5.8887	2.1868	10.8071	0.0805	-0.0831	0.0637
O	7.2237	4.2489	6.6178	0.1269	-0.109	0.0246
O	5.1254	6.0297	13.6953	-0.0681	-0.1146	-0.0625
O	5.3251	-4.3967	13.5542	0.0522	0.193	-0.1159
O	5.2766	8.6175	14.4196	-0.0312	0.0095	-0.1473
O	6.624	-1.1403	11.098	-0.028	0.0295	-0.1056
O	6.2465	9.6889	11.4728	0.1165	0.0291	-0.0736
O	9.0885	1.0857	14.1875	0.0697	0.0583	-0.1141
O	8.4716	-1.1189	12.9233	0.0193	-0.1548	-0.1228
O	1.1058	3.7885	10.3669	0.0982	0.0731	-0.1
O	9.1703	3.5379	13.3035	0.0544	-0.021	-0.2221
O	9.1318	6.1264	13.7661	0.0777	-0.0433	-0.1197
O	5.1371	-3.2739	11.336	0.028	-0.0564	-0.1557
O	-0.3989	3.5953	3.8166	0.0724	0.0706	0.2683
O	1.0771	-0.8028	4.4633	0.0799	0.0944	0.0489
O	-1.9547	7.358	8.4254	0.2096	0.1503	0.027
O	1.4457	-3.3648	4.3543	0.1245	-0.0935	0.0553
O	3.2725	1.9986	4.0164	-0.1667	0.0655	0.0911
O	4.2653	-0.2622	3.0826	0.0105	-0.0118	0.1267
O	3.2343	5.7002	4.7534	-0.1569	-0.036	0.0093
O	3.9295	7.7988	3.3739	0.0813	0.0599	-0.1266
O	3.6282	10.2277	4.4316	-0.1033	0.1393	0.1932
O	4.7019	-2.9971	3.4472	0.004	0.0552	0.2215
O	7.2439	1.3809	4.6374	-0.013	0.1172	0.2125
O	7.2745	3.7942	3.5803	0.019	0.0104	0.0933
O	8.2364	5.8891	4.8452	0.1811	0.1246	0.0077
O	-1.0807	8.0151	3.536	-0.0555	0.048	-0.0732
O	7.8159	-3.463	2.893	0.0262	-0.0317	0.1496
O	9.4835	0.7325	8.253	-0.1304	0.075	-0.1593
O	10.7218	1.4102	4.0922	-0.0663	0.0615	0.1845
O	1.4117	8.6323	11.3124	-0.1421	0.0656	-0.1216
O	11.2756	3.8709	3.2252	-0.1613	0.0162	0.1936
O	-3.3135	6.4286	3.6426	-0.09	0.1624	0.1813
O	10.6204	-3.5748	3.1276	0.0197	0.0067	0.0993
O	-3.9119	9.9095	4.5126	0.1145	-0.1449	0.0415
O	7.4763	6.8565	7.1978	-0.0778	0.0062	0.0259
O	11.3019	-1.1619	4.0093	0.1921	0.0012	0.1655
O	10.5819	2.1201	10.1898	0.015	0.3035	0.0881
O	-0.9973	3.8782	11.8904	-0.0074	0.1467	0.0524
O	4.731	5.0696	6.8287	0.0962	0.1664	0.1139
O	5.1035	2.7082	5.813	0.167	-0.1104	-0.0895
O	1.5648	10.2293	6.2978	0.0553	-0.0589	-0.0201
O	-0.1885	-3.358	6.498	0.0737	0.0089	0.1293
O	0.6293	0.2246	6.8993	-0.0843	0.0061	0.1446
O	-3.8277	0.0804	11.5422	-0.1074	0.0449	0.0898
O	0.2886	6.1336	11.379	-0.1223	0.0533	0.0387
O	3.6342	9.9987	7.8343	0.1707	0.241	0.1005
O	9.054	-0.386	5.2727	0.0085	-0.0647	0.1261
O	6.5348	-0.5613	6.2921	-0.1272	-0.0432	-0.0094
O	9.765	6.9278	9.2616	-0.0831	0.0391	-0.063
O	10.9999	9.6372	9.0433	-0.0302	-0.1082	-0.0161
O	8.6823	9.1759	7.6203	0.0225	0.0203	-0.0812
O	-1.8949	6.9955	5.8414	0.1363	-0.1145	0.1163
O	10.735	7.6558	11.6981	-0.1107	0.1153	0.0861
O	10.5901	10.7801	6.7454	-0.1287	0.1174	-0.0484
O	-1.064	4.9749	9.4127	0.0261	-0.1022	-0.2383
O	-3.6373	5.359	8.6488	-0.0332	-0.2991	-0.0064
O	-1.9965	-2.1981	8.0639	-0.0797	0.1197	0.015
O	-2.3042	-1.8797	10.7515	0.125	0.0143	-0.1095
O	6.3624	0.5827	8.6846	-0.0352	-0.022	-0.0148
O	9.0569	-3.98	8.7353	-0.1309	-0.0328	0.0733
O	2.6277	3.5839	6.0806	-0.2803	0.0146	0.0437
O	2.3214	5.8313	7.4203	-0.1946	-0.0706	0.0373
O	5.7578	7.0484	11.35	-0.1331	0.0513	-0.1274
O	1.1579	10.6484	8.8413	-0.1411	-0.0663	0.0072
O	1.7397	1.9769	8.6374	-0.0703	0.1086	-0.0687
O	4.7564	4.5931	11.4591	-0.1135	0.1112	-0.1759
O	2.5807	-0.4394	8.5604	-0.0524	-0.05	0.0297
O	9.5945	5.3211	7.1234	0.073	-0.2035	-0.0601
O	6.767	8.374	9.2726	-0.0786	0.0205	-0.0345
O	9.0369	-2.0256	10.4779	0.0838	-0.1774	0.0535
O	10.297	-1.7263	8.1384	0.0926	-0.1663	-0.0656
O	8.6044	0.54	10.8141	-0.0394	0.08	0.1099
O	9.1945	8.7288	14.4343	-0.0042	0.0089	-0.1572
O	7.5947	-1.8016	8.296	-0.0819	-0.1038	-0.0616
O	-2.2657	1.9734	10.5852	0.0741	0.0577	-0.2294
O	-0.5647	1.1826	4.7569	-0.0348	0.0425	0.16
O	10.9495	10.8691	11.2492	-0.1927	-0.0278	-0.1232
O	-0.8482	1.3335	12.7423	-0.1072	-0.1448	0.051
O	3.6567	9.9726	11.7968	0.0325	-0.1123	-0.119
O	1.6215	4.6593	14.1993	-0.0209	0.0316	-0.1458
O	3.3409	2.5048	10.773	0.0285	-0.0107	-0.066
O	4.0528	-1.001	10.6938	-0.1064	0.1295	0.0758
O	7.0422	-1.093	3.7372	-0.1753	0.0249	0.1425
O	11.319	0.0549	6.3749	0.2058	0.0461	0.0199
O	5.5995	3.1056	8.3688	-0.0755	0.0744	0.0861
O	3.0996	1.0594	6.4985	0.0868	-0.1483	-0.0158
O	4.2216	7.5011	8.3294	0.1662	-0.1214	0.1653
O	9.4172	5.3846	11.316	0.0777	-0.1734	-0.1884
O	8.0055	2.596	9.3303	0.0626	0.2493	-0.0429
O	-2.5809	6.4183	10.8738	0.0466	-0.1128	0.0803
O	1.1595	1.1638	11.1083	0.0019	-0.1659	-0.144
O	9.6355	-4.2773	13.5265	-0.1373	0.0988	-0.1776
O	8.2422	7.8339	11.3064	0.0341	0.1438	0.0906
O	-0.3699	10.2848	4.5448	-0.2056	0.0172	0.031
O	6.0226	9.0244	6.9392	0.0934	0.1265	-0.1248
O	-2.7142	-3.5025	5.8318	-0.0713	0.0573	-0.0962
O	-3.4922	0.2696	8.9064	0.2283	-0.0466	-0.1088
O	2.6989	-2.8285	9.3627	0.0703	-0.0468	-0.0556
O	3.6518	8.1687	5.9382	-0.0114	-0.133	0.0285
O	11.2423	7.3841	7.0881	-0.1649	0.0536	-0.1263
O	2.4853	6.5642	10.0696	0.1149	-0.1278	-0.0162
O	1.6786	8.2342	8.1285	-0.2647	-0.0528	0.0134
O	7.1159	4.9506	12.4568	-0.0266	-0.1252	-0.0486
O	-2.5543	9.4178	6.722	0.1491	0.0649	0.0725
O	10.9994	9.5412	1.9681	-0.0981	-0.1443	0.1324
O	4.9379	-1.6045	8.2468	0.0041	-0.1419	-0.1243
O	6.1917	10.1978	3.7045	0.0205	-0.1042	0.266
O	-0.0527	-2.7118	9.739	0.0388	0.1289	0.0494
O	-1.3069	-1.1657	5.7015	-0.1885	0.0367	-0.041
O	-2.6434	9.0253	11.0069	0.2071	0.0627	-0.0366

Results
free energy: -194944.359 eV
free energy less fixed offsets of O -569.03, Si -635.61 eV per atom: 1.381 eV

The program warned: the cutoff lies below the one the program advises for these potential files.
